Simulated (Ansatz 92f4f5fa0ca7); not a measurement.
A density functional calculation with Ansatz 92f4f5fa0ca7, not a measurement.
Periodic cell of 220 atoms, Si131O87Al1F1, from a study of silicon, its oxide and their interface. The atomic structure is a simulated model.
Doubt: the cutoff is far below the 930 eV that the study's wrapper takes by default for these files, so forces and energies are approximate.
Doubt: the program's own warning below bears on the result.

Settings
functional: PBE
potential files: Ansatz PAW
basis: plane waves
wave-function cutoff: 580 eV
density cutoff ratio: 5
exchange-correlation grid ratio: 1
k mesh: 1 x 1 x 1, Gamma-centred
self-consistency stop: 5e-08 eV per atom in the density residual
occupations: fixed
spin: none
net charge: 0

Cell vectors (angstrom)
a	10.938	0	0
b	0	10.938	0
c	0	0	32.5472

Atoms: element, x, y, z (angstrom)
Si	-0.2869	0.3141	25.1184
Si	5.6868	-0.296	25.1131
Si	2.3366	3.0198	25.0312
Si	8.4681	2.5133	25.0713
Si	0.1316	5.2343	24.8902
Si	5.1998	5.8159	25.0399
Si	2.9848	7.998	24.9811
Si	7.8838	8.4606	25.0452
Si	1.2807	1.4517	26.4544
Si	6.8409	1.3611	26.3845
Si	4.0282	4.1532	26.3209
Si	9.5891	4.1127	26.388
Si	1.3337	6.8237	26.279
Si	6.7679	6.9054	26.4329
Si	4.0957	9.5214	26.4334
Si	9.5117	9.5997	26.3845
Si	2.7127	0.0222	27.7288
Si	8.1845	0.0134	27.7908
Si	-0.0367	2.784	27.8209
Si	5.436	2.7599	27.7051
Si	2.697	5.4955	27.7487
Si	8.1838	5.489	27.7208
Si	-0.011	8.2069	27.7001
Si	5.4441	8.2186	27.8272
Si	4.1018	1.3673	29.1289
Si	9.5708	1.3673	29.1289
Si	1.3673	4.1018	29.1289
Si	6.8362	4.1018	29.1289
Si	4.1018	6.8362	29.1289
Si	9.5708	6.8362	29.1289
Si	1.3673	9.5708	29.1289
Si	6.8362	9.5708	29.1289
Si	0	0	30.4962
Si	5.469	0	30.4962
Si	2.7345	2.7345	30.4962
Si	8.2035	2.7345	30.4962
Si	0	5.469	30.4962
Si	5.469	5.469	30.4962
Si	2.7345	8.2035	30.4962
Si	8.2035	8.2035	30.4962
Si	1.3673	1.3673	31.8634
Si	6.8362	1.3673	31.8634
Si	4.1018	4.1018	31.8634
Si	9.5708	4.1018	31.8634
Si	1.3673	6.8362	31.8634
Si	6.8362	6.8362	31.8634
Si	4.1018	9.5708	31.8634
Si	9.5708	9.5708	31.8634
Si	2.7345	0	0.6835
Si	8.2035	0	0.6835
Si	0	2.7345	0.6835
Si	5.469	2.7345	0.6835
Si	2.7345	5.469	0.6835
Si	8.2035	5.469	0.6835
Si	0	8.2035	0.6835
Si	5.469	8.2035	0.6835
Si	4.1018	1.3673	2.0507
Si	9.5708	1.3673	2.0507
Si	1.3673	4.1018	2.0507
Si	6.8362	4.1018	2.0507
Si	4.1018	6.8362	2.0507
Si	9.5708	6.8362	2.0507
Si	1.3673	9.5708	2.0507
Si	6.8362	9.5708	2.0507
Si	0	0	3.418
Si	5.469	0	3.418
Si	2.7345	2.7345	3.418
Si	8.2035	2.7345	3.418
Si	0	5.469	3.418
Si	5.469	5.469	3.418
Si	2.7345	8.2035	3.418
Si	8.2035	8.2035	3.418
Si	1.44	1.3021	4.7857
Si	6.861	1.3756	4.8715
Si	4.1962	4.0108	4.7746
Si	9.5682	4.0853	4.7921
Si	1.4056	6.7892	4.7495
Si	6.776	6.8741	4.7322
Si	4.1318	9.5614	4.8457
Si	9.5447	9.6226	4.7543
Si	2.8302	-0.0228	6.2795
Si	8.2403	0.0199	6.2579
Si	0.0474	2.6599	6.0985
Si	5.5516	2.7373	6.3333
Si	2.793	5.3585	6.0494
Si	8.1076	5.4931	6.0143
Si	0.0411	8.2407	5.978
Si	5.4821	8.1865	6.226
Si	3.9362	1.6078	7.6856
Si	9.99	1.0894	7.5454
Si	1.654	3.7665	7.3987
Si	6.6905	4.4716	7.6154
Si	4.3051	6.4901	7.4271
Si	9.3231	7.1071	7.1459
Si	1.1882	9.6581	7.4474
Si	7.1496	9.2839	7.5247
O	1.2614	4.1171	24.3522
O	6.8158	9.6004	24.4463
O	2.7516	2.7068	8.0456
O	8.3363	8.1862	7.9614
O	5.4744	5.5062	8.1038
O	0.0494	-0.1821	7.9266
O	4.0897	6.8874	24.3938
O	9.5435	1.3841	24.4553
O	1.6205	8.8749	8.8411
O	0.9441	4.3145	8.7731
O	9.8733	1.828	9.0499
O	6.5811	9.8197	8.992
O	4.5147	1.2205	9.1929
O	3.3304	6.8853	8.6928
O	7.5699	4.1949	9.0166
O	10.0547	6.1897	8.2758
O	2.8973	2.1427	23.7517
O	4.8339	0.2632	23.8214
O	7.9101	3.3141	23.7412
O	10.2944	5.7735	23.508
O	8.4308	7.6767	23.7043
O	2.4314	8.7697	23.6221
O	6.0515	5.2694	23.7327
O	0.5371	10.6395	23.8428
Si	3.1421	9.2058	11.9186
Si	8.2181	4.7896	10.3979
Si	7.046	4.7858	17.4647
Si	4.2916	1.6112	23.0997
Si	12.3661	3.3178	19.2748
Si	7.9157	-2.9379	14.5516
Si	1.0744	9.385	22.9598
Si	4.0297	12.9034	20.09
Si	-2.3643	2.9539	12.6762
Si	-3.946	14.2062	20.1182
Al	1.0311	-4.5868	18.5173
Si	0.814	11.0995	12.4472
Si	10.2815	9.7908	14.8898
Si	-6.0474	3.1691	16.0257
Si	7.1567	10.235	10.4646
Si	0.6456	17.6858	15.4794
Si	-1.3926	4.2067	15.4388
Si	-0.0053	5.4542	9.4113
Si	5.0538	7.4814	13.506
Si	6.5425	3.8744	23.057
Si	7.4309	7.7359	17.3876
Si	9.7801	1.105	10.5161
Si	2.1412	11.6408	18.1687
Si	9.7514	1.8847	19.7688
Si	4.6018	0.7784	10.7551
Si	2.9902	2.1926	13.0007
Si	2.1771	7.5505	9.6188
Si	5.8629	9.5932	15.6077
Si	3.1446	5.0528	14.3568
Si	9.6927	7.1464	22.8225
Si	11.2489	10.2457	20.2282
Si	7.3555	-3.585	11.7972
Si	-1.4347	7.5877	19.7761
Si	3.5947	0.5532	15.7569
Si	9.592	12.3738	16.5699
Si	7.0247	1.5045	14.7857
O	4.302	10.0105	15.8061
O	10.1904	-0.0626	16.1544
O	8.5471	0.083	10.351
O	0.1717	8.3162	15.0621
O	4.3475	-4.8356	14.0108
O	2.8196	14.0507	20.1485
O	1.8502	6.0445	14.5841
O	-1.7605	14.8311	13.8681
O	-2.8887	1.5772	16.0465
O	-1.0793	4.771	10.4292
O	10.4247	-4.4523	19.0016
O	8.3706	7.46	16.0476
O	-3.1906	1.7185	13.3463
O	3.3768	12.1455	14.2743
O	1.3421	9.9314	21.4494
O	8.2224	7.1103	13.1955
O	8.2619	2.2439	20.3478
O	10.2951	8.9821	19.9413
O	4.0809	1.2487	21.5414
O	-3.4898	8.9135	11.3699
O	6.7835	4.1357	21.4764
O	8.2272	7.9152	18.8044
O	12.111	10.5637	18.8904
O	6.5749	6.3508	17.533
O	-2.7194	4.5077	16.3634
O	9.6538	2.222	11.6986
O	10.7738	10.7917	13.699
O	5.9228	2.7326	14.82
O	6.4195	10.9457	14.871
O	-0.5084	16.5165	15.4531
O	-2.1731	-1.5497	14.4264
O	4.0636	1.9343	11.787
O	-7.3884	11.7586	19.0137
O	2.8763	7.8966	11.0322
O	5.7993	7.0121	12.1327
F	1.9548	-3.689	19.4667
O	6.1894	8.2277	14.5803
O	9.1697	6.9933	21.271
O	1.52	12.5717	12.5759
O	-0.0524	8.2308	22.9331
O	6.5594	9.1071	17.0426
O	-3.4358	4.2814	18.9455
O	2.2416	0.24	16.6094
O	-0.0385	3.0686	20.0027
O	1.4845	4.8087	18.6579
O	3.761	10.341	10.9474
O	5.3855	2.7789	23.3243
O	3.6585	4.1721	15.6432
O	5.5476	13.4744	19.7652
O	-3.2514	3.9115	11.6807
O	4.0203	8.699	13.1843
O	6.1242	0.3576	11.1476
O	9.591	1.4964	18.1923
O	-0.6378	13.7725	16.0004
O	4.3706	1.7309	16.599
O	1.4891	13.1374	18.0878
O	5.7144	-7.0081	17.1688
O	0.9684	6.5653	10.0785
O	1.2172	6.8867	17.0038
O	1.8025	9.8258	12.5538
O	7.8052	6.359	10.6057
O	11.0459	0.1783	10.9753
O	10.2826	11.5148	20.5929
O	2.8916	3.8225	13.2601

Results
free energy: -135994.895 eV
free energy less fixed offsets of Al -1619.15, F -1619.15, O -568.88, Si -635.61 eV per atom: 0.875 eV

Forces (eV/angstrom), in the order of the atoms: element, x, y, z
Si	-0.051	0.0127	-0.3448
Si	0.0657	-0.0105	-0.3127
Si	-0.0104	0.0309	-0.2493
Si	0.1086	-0.1654	-0.2855
Si	0.047	-0.0128	-0.395
Si	-0.036	-0.0371	-0.2446
Si	-0.0266	-0.0244	-0.3367
Si	0.0422	0.0257	-0.3139
Si	0.052	-0.0199	-0.1642
Si	-0.0556	-0.0069	-0.2647
Si	0.021	0.0084	-0.2556
Si	-0.0347	0.0023	-0.1658
Si	0.0394	0.0204	-0.2764
Si	-0.0097	-0.039	-0.1991
Si	-0.0104	0.0296	-0.1743
Si	-0.0268	-0.0138	-0.2645
Si	-0.0119	0.0233	0.0636
Si	-0.0004	0.0044	-0.0357
Si	-0.0185	0.0076	0.0983
Si	-0.0152	0.034	-0.0099
Si	-0.0116	0.0236	-0.1082
Si	-0.0112	0.0113	0.0871
Si	0.011	0.0105	0.0288
Si	-0.0028	0.0156	0.1083
Si	-0.0243	0.0751	-0.3128
Si	-0.1337	0.0609	0.2999
Si	0.0467	0.2459	0.2708
Si	-0.0995	0.0321	-0.376
Si	-0.2651	-0.129	0.2315
Si	0.012	0.0317	-0.3542
Si	-0.0823	-0.0305	-0.3644
Si	-0.0377	0.1247	0.3755
Si	-0.016	0	-0.0276
Si	0.0781	-0.0291	0.0041
Si	0.0082	0.0306	-0.0259
Si	0.0003	-0.1123	0.0019
Si	0.072	-0.0103	-0.009
Si	-0.0586	-0.0313	-0.0179
Si	0.0393	-0.0621	-0.0039
Si	0.0094	0.0247	-0.0259
Si	-0.0026	-0.0062	-0.0161
Si	-0.0363	0.0794	-0.0072
Si	0.0252	-0.0271	0.0014
Si	0.0172	0.0761	-0.0381
Si	-0.0975	0.0115	-0.027
Si	0.0107	0.0201	-0.0217
Si	-0.0609	0.0165	-0.0263
Si	0.0008	-0.0132	-0.0091
Si	0.0596	-0.0391	0.0262
Si	-0.0066	-0.0069	0.0097
Si	-0.024	-0.024	0.0071
Si	0.0229	-0.0442	0.0351
Si	-0.0088	0.058	-0.0007
Si	0.0086	-0.0524	0.0229
Si	0.067	-0.0239	0.0221
Si	0.0005	-0.0059	0.0146
Si	-0.0963	0.0543	-0.0108
Si	0.0832	0.0433	0.0147
Si	-0.0356	0.0233	0.0274
Si	-0.0055	0.0863	0.0122
Si	-0.0377	-0.0703	-0.0164
Si	-0.0083	0.0251	0.0293
Si	-0.1008	0.0089	0.0212
Si	0.072	-0.0004	-0.0027
Si	0.1618	0.0922	-0.2257
Si	0.1406	0.0985	0.5091
Si	0.3285	-0.3413	-0.062
Si	-0.046	-0.1264	0.198
Si	-0.0735	-0.2102	-0.0559
Si	-0.1546	-0.1126	-0.3506
Si	0.2603	0.0692	0.1391
Si	-0.117	0.2034	-0.1847
Si	-0.02	-0.0575	-0.024
Si	-0.0459	-0.0732	-0.0564
Si	-0.029	-0.0023	-0.0331
Si	0.0889	-0.0505	-0.0321
Si	0.0593	-0.011	-0.0033
Si	-0.0779	0.0022	-0.1553
Si	-0.0252	-0.0344	-0.1141
Si	0.0717	0.0352	-0.0894
Si	-0.1197	0.109	0.1124
Si	0.1016	0.021	0.1461
Si	0.0162	0.0693	0.0994
Si	0.0035	0.0646	0.1627
Si	-0.0445	0.0033	0.1721
Si	0.0931	-0.0482	0.1504
Si	-0.019	-0.0513	0.0946
Si	-0.0205	-0.0592	0.1574
Si	-0.0791	0.1862	0.0147
Si	0.1699	0.0408	0.1511
Si	-0.0298	0.0267	0.1069
Si	0.0863	0.1899	0.1098
Si	-0.0823	-0.1027	0.1427
Si	0.046	0.0297	0.347
Si	-0.2221	0.0284	0.1074
Si	0.2019	-0.1592	0.1389
O	0.0578	-0.0322	0.6563
O	-0.0755	-0.026	0.6695
O	0.0163	-0.038	-0.3762
O	-0.0936	-0.0533	-0.4924
O	-0.0222	-0.013	-0.3707
O	0.0403	0.1076	-0.2076
O	0.0293	-0.0054	0.6452
O	-0.0061	0.0465	0.6961
O	0.0962	-0.0163	0.0542
O	-0.0584	0.1123	0.0776
O	-0.0566	-0.1091	-0.2639
O	-0.0794	-0.0593	0.0217
O	0.0085	-0.0484	-0.0923
O	-0.0061	0.0762	0.1899
O	-0.1655	-0.0113	-0.0914
O	0.1151	-0.1027	0.2193
O	0.0015	0.0254	0.164
O	0.0353	-0.0017	0.2273
O	-0.0014	-0.0233	0.2083
O	0.0949	-0.1449	0.4903
O	-0.1438	0.1023	0.4272
O	0.1029	-0.0844	0.415
O	-0.044	0.0162	0.2391
O	-0.0465	0.0538	0.2707
Si	-0.749	0.4326	-0.6256
Si	0.0111	-0.3437	-0.0513
Si	0.3773	-0.4997	0.7725
Si	-0.0955	-0.0902	-0.2326
Si	-0.0686	2.5112	-0.7013
Si	4.0206	-0.591	0.2986
Si	0.0345	0.0133	-0.4719
Si	-0.5915	0.5799	-0.1637
Si	0.1727	0.1237	0.1098
Si	0.1082	-0.3186	-0.0719
Al	0.6721	0.4151	1.0045
Si	-0.0908	0.2617	-0.0787
Si	1.3633	-0.0964	0.6164
Si	-0.1649	0.1488	0.4868
Si	0.2155	0.4479	-0.4379
Si	1.0832	0.0372	3.2836
Si	0.5196	0.1533	0.4535
Si	-0.096	-0.0998	-0.3776
Si	-2.6937	-1.6601	-2.1454
Si	0.0254	0.1083	-0.1685
Si	0.9205	-0.8643	2.348
Si	0.121	0.0352	-0.0046
Si	-0.5351	0.3576	0.8863
Si	0.6878	0.3851	0.4956
Si	-0.1848	0.1949	-0.0387
Si	-0.2391	0.0736	0.0575
Si	0.085	0.0562	-0.4446
Si	-0.7605	2.9583	2.313
Si	-1.388	-0.4918	0.7635
Si	0.0055	0.0426	-0.6065
Si	-0.2008	-0.3369	-0.2759
Si	0.476	-0.2481	-1.3297
Si	2.2714	-1.7162	-0.8989
Si	-1.0093	0.8782	0.4867
Si	0.4874	0.2928	0.8517
Si	0.6368	1.0683	0.0865
O	1.0098	-1.1636	-0.4419
O	-0.1716	-0.2424	-0.369
O	-0.1392	-0.1701	0.067
O	-0.7155	0.9188	-0.6935
O	1.3042	1.3541	-0.0573
O	0.7251	-0.7589	0.2834
O	0.7886	-0.4727	-0.9535
O	-0.2034	-0.0921	-0.3311
O	-0.5547	-0.1714	-0.3269
O	0.0458	0.0797	0.0252
O	-5.0086	1.3098	1.6754
O	-0.9652	0.2908	-1.4281
O	-0.1677	-0.1835	0.0755
O	0.1985	-0.1338	-0.0791
O	0.0842	0.0033	0.5026
O	-0.8395	0.4647	0.9704
O	-0.2932	0.0963	-0.0589
O	-0.1627	0.5349	0.1797
O	0.126	-0.1227	0.3971
O	-0.1035	-0.3144	0.3844
O	-0.0275	0.0574	0.2748
O	-1.3317	0.4701	-1.1982
O	0.1467	0.113	-0.136
O	-0.1258	0.5419	-0.5343
O	-0.1626	0.1335	-0.2433
O	-0.0136	-0.0715	0.0031
O	-0.196	-0.1035	-0.0521
O	0.0916	-0.263	-0.1655
O	-0.3407	-1.7245	-0.0624
O	-0.611	-0.3431	-0.5462
O	-1.7444	-0.5521	-0.2862
O	0.1355	-0.0751	-0.1081
O	0.2282	-0.1369	-0.1286
O	0.145	0.0147	0.2294
O	-0.0225	0.4657	1.0783
F	1.962	1.9828	2.0006
O	-0.2403	0.2036	-0.0522
O	-0.2363	0.0399	0.9193
O	0.0669	-0.0521	0.022
O	-0.0327	0.0251	0.1129
O	-0.6353	0.066	-1.6486
O	-0.1491	0.2067	-0.3037
O	0.5802	-0.1403	-0.7237
O	-0.5717	-0.6448	0.0965
O	1.0395	-5.315	0.6939
O	-0.004	-0.2517	0.1226
O	0.0276	0.0104	0.0438
O	0.1703	0.0775	-0.3157
O	0.1474	0.0022	0.0025
O	-0.0611	0.1208	-0.1069
O	1.3886	-0.4185	1.0344
O	0.0571	-0.0772	0.1046
O	-0.2224	-0.1344	-0.7067
O	-0.1641	-0.1229	-0.2063
O	0.1779	-0.2441	-0.2079
O	0.1739	-0.8445	-0.3667
O	-0.1161	-0.0527	-0.29
O	0.0099	-0.0017	0.1251
O	-0.1407	1.3983	-5.9917
O	0.3229	-0.2159	-0.019
O	-0.1687	0.4371	0.3613
O	0.0502	-0.0492	0.0873
O	-0.0525	-0.0104	-0.0312
O	0.1817	0.091	-0.045

The program warned: the cutoff lies below the one the program advises for these potential files; the model core charge is not resolved on the grid; the forces do not sum to zero within the program's tolerance; the exchange-correlation potential is rough where the density is thin.
